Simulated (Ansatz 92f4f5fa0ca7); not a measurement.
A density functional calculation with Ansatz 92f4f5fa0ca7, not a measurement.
Periodic cell of 226 atoms, Si132O92As2, from a study of silicon, its oxide and their interface. The atomic structure is a simulated model.
Doubt: the cutoff is far below the 930 eV that the study's wrapper takes by default for these files, so forces and energies are approximate.
This geometry differs little from another in the collection (a relaxation step or a small displacement).

Settings
functional: PBE
potential files: Ansatz PAW
basis: plane waves
wave-function cutoff: 580 eV
density cutoff ratio: 5
exchange-correlation grid ratio: 1
k mesh: 1 x 1 x 1, Gamma-centred
self-consistency stop: 5e-08 eV per atom in the density residual
occupations: fixed
spin: none
net charge: 0

Cell vectors (angstrom)
a 10.938 0 0
b 0 10.938 0
c 0 0 31.9494

Atoms and the computed forces on them: element, x, y, z (angstrom), force x, y, z (eV/angstrom)
Si 10.642 0.0018 24.4349 0.0042 0.0038 -0.0082
Si 5.0927 0.1252 24.6789 0.001 -0.0009 -0.004
Si 2.8428 2.2929 24.5507 -0.0014 -0.0004 -0.0076
Si 8.5866 2.4348 24.5865 0.0023 0.002 -0.0035
Si 10.7252 5.5871 24.3464 -0.0021 -0.0052 -0.0043
Si 5.174 5.6135 24.4636 0.0024 0.0036 -0.0084
Si 3.0082 7.954 24.4287 0.0024 0.0032 -0.0016
Si 8.4358 7.8282 24.4345 -0.0019 -0.0029 -0.0083
Si 1.3078 1.1322 25.8531 0.002 -0.0006 0.0067
Si 6.8279 1.328 25.7562 0.0051 0.0004 0.0007
Si 4.0019 4.0118 25.7469 0.0001 0.003 0.003
Si 9.7031 4.0262 25.8651 0.0029 0.0014 0.0031
Si 1.3519 6.7928 25.6808 0.0057 0.0024 0.0003
Si 6.8189 6.721 25.7635 0.0025 -0.0001 0.0065
Si 4.0173 9.47 25.9723 0.0012 -0.0031 0.0029
Si 9.4949 9.4421 25.8141 0.0048 0.002 0.0027
Si 2.6463 -0.1343 27.3016 -0.0052 -0.0014 0.002
Si 8.1497 -0.0692 27.1583 -0.0102 -0.0058 0.0014
Si 0.0887 2.6556 27.219 0.0039 0.0032 -0.0001
Si 5.4622 2.7195 27.1266 0.0054 0.003 0.0004
Si 2.6771 5.4153 27.1203 -0.0035 -0.0078 -0.0016
Si 8.201 5.366 27.1469 -0.0019 -0.0012 -0.0047
Si 0.0183 8.1474 27.1377 -0.0036 -0.0019 0.0009
Si 5.5237 8.1401 27.1908 0.0021 0.0006 -0.0017
Si 4.0915 1.3299 28.5094 -0.0053 -0.0034 0.003
Si 9.5483 1.3265 28.5101 0.0039 0.0054 0.0027
Si 1.3935 4.0676 28.5726 -0.0046 0.0001 -0.0035
Si 6.8162 4.0604 28.5375 -0.0008 0.0008 -0.0032
Si 4.0891 6.7805 28.4948 0.0023 0.0072 0.0022
Si 9.5621 6.782 28.4914 -0.0003 0.004 0.0028
Si 1.2954 9.4765 28.6279 0.0067 0.0055 -0.0082
Si 6.8321 9.5328 28.5737 0 0.0022 -0.0047
Si -0.0253 -0.0057 29.9174 -0.0023 -0.0002 0.0041
Si 5.4661 -0.0074 29.9016 0.001 0.0023 0.0005
Si 2.7659 2.7138 29.9096 0.0062 -0.0046 0.0015
Si 8.2034 2.7159 29.8922 0.0016 -0.003 0.0014
Si -0.0003 5.4541 29.8947 0.0002 0.0002 0.0005
Si 5.4647 5.4556 29.8929 -0.0001 -0.0035 0.0014
Si 2.7535 8.1627 29.9088 0.0011 -0.0051 0.0037
Si 8.2298 8.1756 29.8954 0.0038 -0.0055 -0.0012
Si 1.3673 1.3673 31.2657 0.0551 -0.0065 -0.0588
Si 6.8362 1.3673 31.2657 0.0747 -0.0277 0.0015
Si 4.1018 4.1018 31.2657 0.1165 -0.0726 0.0937
Si 9.5708 4.1018 31.2657 -0.0654 -0.119 -0.0563
Si 1.3673 6.8362 31.2657 0.0345 -0.1874 0.052
Si 6.8362 6.8362 31.2657 0.06 -0.0531 -0.0992
Si 4.1018 9.5708 31.2657 -0.0349 -0.1069 -0.0212
Si 9.5708 9.5708 31.2657 -0.1429 -0.1481 0.1555
Si 2.7345 0 0.6835 0.0127 0.1261 0.05
Si 8.2035 0 0.6835 -0.1082 0.0685 -0.0703
Si 0 2.7345 0.6835 0.0195 -0.0118 -0.0781
Si 5.469 2.7345 0.6835 -0.0611 0.1215 0.1381
Si 2.7345 5.469 0.6835 -0.0807 -0.0335 -0.0253
Si 8.2035 5.469 0.6835 -0.1145 0.0465 -0.0958
Si 0 8.2035 0.6835 0.0278 0.1589 0.0483
Si 5.469 8.2035 0.6835 -0.0874 0.1434 -0.0389
Si 4.0874 1.3907 2.0764 0.0004 0.0017 0.0039
Si 9.5823 1.3607 2.0432 0.0124 -0.0043 -0.0066
Si 1.3608 4.1067 2.0447 -0.0102 0.0113 0.0073
Si 6.8183 4.1367 2.0503 -0.0053 0.0037 -0.0087
Si 4.0854 6.8518 2.0443 -0.0043 0.0017 -0.0064
Si 9.5547 6.8511 2.0384 0.0026 -0.0021 0.0024
Si 1.3545 9.6086 2.0514 0.0011 0 -0.0116
Si 6.7789 9.6395 2.0362 0.0016 -0.0043 0.0028
Si 0.0196 0.0424 3.4626 -0.0107 0.0103 -0.0061
Si 5.4495 0.0554 3.4846 0.0003 -0.0073 -0.0095
Si 2.7026 2.7594 3.4437 -0.0071 -0.008 -0.0017
Si 8.224 2.766 3.3495 -0.0071 -0.0088 0.0073
Si -0.0126 5.4762 3.3977 0.0081 -0.0129 -0.0008
Si 5.4497 5.5207 3.4327 0.0029 -0.0007 0.0007
Si 2.7343 8.2572 3.3904 0.0114 -0.0009 -0.0008
Si 8.1669 8.2753 3.3237 -0.0033 0.0099 0.0012
Si 1.349 1.438 4.8898 0.025 -0.0027 0.0056
Si 6.9005 1.4711 4.7696 0.0167 -0.0014 0.0022
Si 4.048 4.1668 4.7906 0.009 -0.0067 0.0128
Si 9.5644 4.0967 4.755 0.0163 0.0106 0.0039
Si 1.3385 6.8962 4.7045 -0.0163 0.0004 0.0066
Si 6.7979 7.0078 4.7236 0.0011 0.0037 0.0009
Si 4.0449 9.6061 4.8337 -0.0133 0.0169 0.0087
Si 9.5161 9.5882 4.7159 0.0141 -0.0299 -0.0004
Si 2.6877 0.0155 6.2402 0.0129 0.0016 -0.009
Si 8.3246 0.1223 6.1266 -0.0193 0.0162 -0.0046
Si -0.0006 2.8642 6.2786 -0.0195 -0.002 0.0066
Si 5.4904 2.8316 6.1194 -0.0096 0.0143 0.0071
Si 2.7407 5.657 6.1388 -0.0014 -0.0047 0.0004
Si 8.1696 5.5726 5.9388 -0.0105 -0.008 0.0122
As -0.0284 8.2583 6.135 -0.0055 0.0049 -0.0075
Si 5.5051 8.3593 6.2266 0.0109 -0.0102 -0.0052
Si 4.3874 1.1766 7.3765 -0.0178 -0.0016 -0.0216
Si 9.796 1.2836 7.6343 0.0273 0.0083 0.0082
Si 1.1884 4.5451 7.4915 0.0005 0.0078 -0.0195
Si 6.5619 4.5939 7.3051 0.0113 0.0104 -0.0339
Si 4.2786 6.8312 7.549 0.0096 -0.0027 0.0145
Si 9.6829 6.5869 7.4043 0.0196 0.0041 -0.0334
As 1.2701 9.9293 8.1073 -0.0035 -0.0158 0.0004
Si 6.7354 9.9985 7.4639 -0.0103 -0.001 0.0111
O 9.5997 1.239 23.9983 -0.0018 -0.0015 0.0029
O 4.1207 6.8023 23.9599 0 -0.0019 0.0035
O 4.0294 1.2387 24.0436 0.0008 0.0021 0.0031
O 9.554 6.7001 23.9097 0.0016 0.0014 0.003
O -0.0215 5.6154 7.9471 0.0105 -0.0161 0.0243
O 5.5689 0.1476 7.9403 0.023 -0.008 0.0006
O 0.0965 0.4513 8.355 -0.0148 0.0153 -0.008
O 5.442 5.6814 7.8797 -0.0113 0.001 0.0082
O 7.5397 4.1973 8.5587 0.001 -0.0007 0.0062
O 8.8195 7.1691 8.6835 -0.0058 0.0024 0.0046
O 2.6587 9.9635 9.4288 0.0076 0.0172 -0.0063
O 8.7462 1.8295 8.816 -0.0014 -0.006 -0.0031
O 7.6116 9.5131 8.784 -0.0045 0.0076 -0.0077
O 3.631 1.9097 8.6259 0.0048 0.0027 0.0039
O 3.5438 7.4421 8.9184 -0.0019 -0.0056 -0.013
O 2.0526 4.065 8.825 -0.0052 0.0035 -0.0014
O 8.1597 3.4944 23.3893 0.0007 0.0007 0.0003
O 0.4692 4.934 22.9642 0.0009 0.0021 0.0029
O 1.9241 2.7474 23.2662 0.0015 0.0013 0.001
O 5.8474 4.9083 23.1301 0.0004 0.0007 0.0034
O 5.5445 9.9869 23.5224 0.001 0.0006 0.0017
O 2.4736 8.7031 23.0509 0.0012 -0.0003 0.0014
O 0.209 10.0665 23.1044 -0.0005 -0.0005 0.0027
O 7.8072 8.5687 23.0922 0.0021 0.0004 0.0035
Si 8.711 7.6891 18.4827 0.0019 0.0009 -0.0033
Si 8.8843 6.378 13.662 0.0021 0.0015 -0.0013
Si 3.8671 1.5451 14.7541 0.0039 0.0002 -0.0015
Si 2.1991 5.7436 17.6655 0.0026 0.0007 -0.0024
Si 2.455 3.1359 19.5174 0.0019 0.001 -0.0029
Si 9.9265 9.0463 12.0871 0.0046 0.0008 -0.0015
Si 1.359 9.4238 22.104 0.0011 0.0006 -0.0029
Si 9.2728 0.9771 13.2319 0.0028 -0.0002 0.0011
Si 1.4691 5.0731 13.0525 0.0021 0.0031 0.0006
Si 1.9048 8.2684 12.85 0.0039 0.002 -0.0009
Si 6.6744 9.552 22.4498 0.0002 0.0007 -0.0037
Si 4.5928 4.6003 15.7538 0.0027 0.0015 -0.0023
Si 8.1715 3.1403 9.6038 -0.0013 0.006 0.0003
Si 0.8921 8.2364 19.2964 0.0026 0.0011 -0.0029
Si 6.9875 1.3462 21.1193 0.0025 0.0007 -0.0033
Si 8.3311 8.3653 9.6923 0.0038 -0.0042 0.0105
Si 10.9501 5.2193 15.6407 0.0027 0.0011 -0.0011
Si 7.6448 9.5217 16.3793 0.0019 0.0009 -0.003
Si 9.9663 2.0535 20.3194 0.0015 0.001 -0.0035
Si 3.4329 8.6754 10.0493 -0.0063 -0.0096 0.0026
Si 6.7509 3.3343 17.4463 0.0022 0.0008 -0.0029
Si 1.203 0.2051 19.8258 0.0027 0.0002 -0.0034
Si 3.2571 2.8273 12.3328 0.0005 -0.001 0.0011
Si 7.2634 5.3839 19.7139 0.0022 0.0008 -0.0035
Si 5.9709 8.6482 11.642 0.0013 0.0035 0.0005
Si 5.884 6.0781 13.2798 0.0019 0.0019 -0.0009
Si 4.6978 9.7063 17.6624 0.0022 0.0006 -0.0032
Si 1.0467 3.5973 22.1936 0.0018 0.0001 -0.0026
Si 4.9392 1.4798 18.8326 0.0021 0.0012 -0.0031
Si 3.1873 3.1496 9.5555 0.0085 -0.0033 0.0091
Si 6.5606 10.8487 13.8429 0.0009 -0.0006 -0.0025
Si 10.4269 0.1343 16.0166 0.0022 0.0011 -0.003
Si 5.6608 3.7025 11.1958 0.0022 0.0022 0.003
Si 9.9066 3.9091 11.9257 0.0022 0.0014 0.0033
Si 2.4155 9.9317 15.5927 0.0028 -0.0003 -0.0036
Si 6.1235 8.1091 19.832 0.002 0.0008 -0.0034
Si 6.9607 3.973 22.3982 0.002 0.0004 -0.0034
Si 9.8091 2.7926 17.396 0.0017 0.0003 -0.0023
O 7.3032 6.3692 14.039 0.002 0.0003 0.0009
O 1.9382 7.05 18.7192 0.0024 0.0004 0.0017
O 10.3253 4.0641 16.5618 0.0029 0.0019 0.0018
O 6.2358 9.9766 17.1109 0.0022 0.0005 0.0017
O 10.2406 0.7109 14.5078 0.0023 0.0013 0.0005
O 8.4897 6.1045 18.884 0.0032 0.0012 0.0022
O 5.2529 0.7061 14.4406 0.0009 0.0023 0.0018
O 5.765 2.0474 17.5545 0.0024 0.0013 0.0021
O 8.3829 1.9337 20.5739 0.002 0 0.0023
O 2.0357 4.2903 18.4277 0.0023 0.0017 0.0015
O 6.9552 2.851 10.6651 0.0035 -0.0034 0.0003
O 4.8904 2.7194 12.2407 0.0004 0.0014 -0.0007
O 6.0945 4.3878 16.3894 0.0021 0.0012 0.0014
O 4.5448 4 10.0006 0.0001 0.0016 -0.0026
O 10.7196 2.7618 21.5835 0.0004 0.0001 0.0015
O 9.81 6.2033 15.0058 0.0022 0.0011 0.0015
O 6.0505 6.4734 19.8666 0.0025 0.0016 0.0019
O 4.1265 0.1637 18.3186 0.0019 0.0008 0.0016
O 9.3584 10.5608 12.3154 0.0025 0.0017 -0.0008
O 2.9029 4.3695 12.7678 0.002 0.0003 -0.0005
O 1.9398 10.7069 21.2395 0.0017 0.0014 0.0018
O 4.0344 2.7175 19.4145 0.0021 0.0006 0.0018
O 0.8063 10.0615 16.0178 0.0026 0.0011 0.0022
O 1.3209 9.7945 18.8674 0.0015 0.001 0.0024
O 1.7533 1.6575 19.2958 0.0013 0.0007 0.0021
O 9.0213 10.4074 16.5585 0.0028 0.001 0.002
O 4.9306 8.5699 18.8159 0.0022 0.0018 0.0014
O 9.6942 8.8052 10.4805 -0.0017 0.0006 0
O 6.7987 4.0673 18.8975 0.0018 0.0004 0.0017
O 2.8901 1.7186 13.4411 0.0017 0.0015 -0.0007
O 5.8551 8.7661 21.2888 0.0026 0.0004 0.0011
O 2.5394 2.5026 10.9111 0.0026 0.001 0.0023
O 7.6589 4.8496 21.2057 0.0012 0.0015 0.0016
O 5.3709 7.5108 12.6637 0.0014 0.0008 0.0005
O 0.5551 9.0768 12.4635 0.0004 0.0003 0.0013
O 7.6883 1.0879 13.6358 0.0029 0.0015 0.0003
O 7.1958 9.664 14.81 0.0023 0.0012 0.002
O 9.0604 5.0386 12.74 0.0021 0 0.0003
O 8.1545 8.0508 16.959 0.0025 0.0013 0.0012
O 6.2464 2.5726 21.9215 0.0015 0.0004 0.0015
O 2.5192 9.0713 14.1688 0.0009 0.0015 0.0022
O 0.4871 4.5101 11.8714 0.0014 0.0005 -0.0015
O 0.8549 8.3111 20.9667 0.0014 0.0005 0.0005
O 9.409 3.8495 10.3799 0.0033 -0.0013 -0.0038
O 9.7501 2.3931 12.5524 0.001 0.0012 -0.0011
O 7.6742 8.5461 19.4437 0.0018 0.0005 0.0021
O 2.783 8.1964 11.4798 -0.0009 -0.004 0.0075
O 4.0456 3.0636 15.401 0.0012 0.0002 0.0015
O 0.8681 4.4981 14.4569 0.0015 0.0004 0.0006
O 10.0933 3.0086 18.9913 0.0016 0.001 0.0006
O 9.2611 7.8139 12.9573 0.002 0.0009 0.0005
O 10.5483 0.534 20.0886 0.0025 0.0005 0.0018
O 6.0747 5.0605 11.9979 0.0029 0.0002 -0.0002
O 8.2087 2.7322 17.048 0.002 0.0007 0.0015
O 3.6032 5.4733 16.7797 0.0025 0.0006 0.0018
O 4.9614 9.0683 10.4415 0.0168 0.0035 0.0035
O 1.5882 6.6924 13.1982 0.0013 -0.001 0.0011
O 4.8381 5.5084 14.406 0.0033 0.0011 0.0007
O 2.076 3.8493 20.9437 0.0015 0.0002 0.0019
O 10.6248 1.4392 16.9802 0.0013 0.001 0.0015
O 1.0237 6.072 16.5815 0.0009 0.0003 0.0004
O 7.3665 10.949 21.9686 0.001 0.0014 0.0013
O 5.9693 0.9026 19.9479 0.0015 0.0007 0.0011
O 6.2531 10.0397 12.4562 0.0013 0.0013 -0.0001
O 2.9395 0.5473 15.6388 0.0017 0.0006 0.0019
O 7.2669 7.9694 10.8765 0.0042 -0.0001 -0.001
O 10.2973 7.9973 18.727 0.0009 0.0007 0.0013
O 3.5143 9.1949 16.6176 0.0006 0.0014 0.0014

Results
free energy: -145947.318 eV
free energy less fixed offsets of As -4856.12, O -568.88, Si -635.61 eV per atom: 2.402 eV

The program warned: the cutoff lies below the one the program advises for these potential files; the forces do not sum to zero within the program's tolerance; the exchange-correlation potential is rough where the density is thin.
